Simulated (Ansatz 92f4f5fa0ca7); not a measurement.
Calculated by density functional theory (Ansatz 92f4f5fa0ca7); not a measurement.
Periodic cell of 208 atoms, Si128O80, from a study of silicon, its oxide and their interface. The atomic structure is a simulated model.
Doubt: the cutoff is far below the 930 eV that the study's wrapper takes by default for these files, so forces and energies are approximate.
This geometry differs little from another in the collection (a relaxation step or a small displacement).

Settings
functional: PBE
potential files: Ansatz PAW
basis: plane waves
wave-function cutoff: 580 eV
density cutoff ratio: 5
exchange-correlation grid ratio: 1
k mesh: 1 x 1 x 1, Gamma-centred
self-consistency stop: 5e-08 eV per atom in the density residual
occupations: fixed
spin: none
net charge: 0

Cell vectors (angstrom)
a 10.938 0 0
b 0 10.938 0
c -3.0147 -3.1323 30.7802

Atoms: element, x, y, z (angstrom)
Si -1.7565 -4.2748 23.4074
Si 0.7341 -1.515 23.2986
Si -1.4841 0.744 23.3828
Si 1.3832 -7.417 23.2723
Si -6.8572 -4.8067 23.3935
Si -4.0823 -2.1253 23.3041
Si 3.6614 1.3008 23.1679
Si -4.6051 -7.0158 23.3184
Si -0.2623 -3.0865 24.7339
Si 2.4925 -0.3811 24.4522
Si -0.2471 -8.5835 24.58
Si 2.4837 -5.9075 24.6946
Si -5.7197 -3.1698 24.6383
Si -3.0457 -0.4481 24.6408
Si 5.1849 2.3493 24.6344
Si -2.9758 -5.8912 24.6165
Si -1.6692 -1.7543 26.0542
Si 1.1249 0.9529 25.9459
Si -1.6214 -7.2539 25.9788
Si 1.1082 -4.5069 26.0108
Si 3.8155 -1.7509 25.9295
Si 6.5467 0.9586 25.9804
Si 3.8385 3.6809 26.0481
Si -4.3523 -4.5277 26.0113
Si -3.0147 -3.1323 27.362
Si -0.2802 -0.3978 27.362
Si -3.0147 -8.6013 27.362
Si -0.2802 -5.8668 27.362
Si 2.4543 -3.1323 27.362
Si 5.1888 -0.3978 27.362
Si 2.4543 2.3367 27.362
Si 5.1888 -5.8668 27.362
Si 1.3673 -1.3673 3.418
Si 4.1018 1.3673 3.418
Si 1.3673 4.1018 3.418
Si 4.1018 -4.1018 3.418
Si 6.8362 -1.3673 3.418
Si -1.3673 1.3673 3.418
Si 6.8362 4.1018 3.418
Si -1.3673 -4.1018 3.418
Si 2.6952 -0.013 4.8639
Si 5.476 2.7286 4.7946
Si 2.6962 5.4724 4.7418
Si 5.4272 -2.6925 4.7786
Si -2.7387 -0.0065 4.7977
Si -0.027 2.7872 4.72
Si 8.1309 5.5489 4.8283
Si 0.0921 -2.7837 4.7542
Si 1.3492 1.5163 6.119
Si 4.0662 4.1276 6.0772
Si 1.3942 -4.1484 6.2193
Si 4.0402 -1.4453 6.2463
Si -4.1353 1.3375 6.1822
Si -1.3582 4.1808 6.0692
Si 6.5894 -4.1483 6.2183
Si -1.2817 -1.4339 6.041
Si -0.1246 0.8452 7.7951
Si 2.5411 3.0119 7.3991
Si 0.229 -5.7604 7.5297
Si 3.1642 -3.2974 7.526
Si 5.607 -0.2356 7.5302
Si -2.6057 2.7104 7.346
Si 4.85 5.8476 7.4092
Si -3.3747 -2.7423 7.8159
Si -1.6475 -4.4995 28.7292
Si 1.087 -1.765 28.7292
Si -1.6475 -9.9685 28.7292
Si 1.087 -7.234 28.7292
Si 3.8215 -4.4995 28.7292
Si 6.556 -1.765 28.7292
Si 3.8215 0.9695 28.7292
Si 6.556 3.704 28.7292
Si -0.2802 -3.1323 30.0965
Si 2.4543 -0.3978 30.0965
Si -0.2802 -8.6013 30.0965
Si 2.4543 -5.8668 30.0965
Si 5.1888 -3.1323 30.0965
Si -3.0147 -0.3978 30.0965
Si 5.1888 2.3367 30.0965
Si -3.0147 -5.8668 30.0965
Si 1.3673 1.3673 0.6835
Si 4.1018 4.1018 0.6835
Si 1.3673 -4.1018 0.6835
Si 4.1018 -1.3673 0.6835
Si 6.8362 1.3673 0.6835
Si -1.3673 4.1018 0.6835
Si 6.8362 -4.1018 0.6835
Si 9.5708 -1.3673 0.6835
Si 0 0 2.0507
Si 2.7345 2.7345 2.0507
Si 0 -5.469 2.0507
Si 2.7345 -2.7345 2.0507
Si 5.469 0 2.0507
Si 8.2035 2.7345 2.0507
Si 5.469 5.469 2.0507
Si 8.2035 -2.7345 2.0507
Si -1.8167 2.0224 18.5106
Si 3.0718 -6.3034 18.3255
Si -4.9829 -2.1354 20.2792
Si -0.7021 3.9926 12.8279
Si 3.1159 -1.9318 14.656
Si -2.0583 -2.909 15.3798
Si 3.5096 2.0467 12.5942
Si 2.4527 -2.9932 9.7765
Si 4.3204 1.8614 17.8899
Si 0.0483 -6.4017 18.2539
Si 3.5751 -4.1496 20.4377
Si 0.0827 -4.8835 10.4965
Si 0.5045 1.128 12.9573
Si 1.738 -1.8713 20.4788
Si 4.4164 4.8592 13.234
Si 4.6989 0.7653 15.1324
Si 4.2224 -3.1021 12.1697
Si 4.3546 1.6949 9.6506
Si -0.4484 -6.0288 21.2226
Si -0.0118 -5.2415 15.3122
Si 4.0444 0.1693 20.369
Si -2.9676 -2.0022 17.9963
Si -2.7192 -8.2996 21.2574
Si 7.2213 -2.8791 12.8276
Si 3.0228 -4.7349 15.621
Si 0.2553 -0.6842 15.4352
Si -4.0225 0.7335 17.0025
Si 0.3639 -0.5858 10.3056
Si -0.25 -0.4493 18.4333
Si -1.9409 -2.5491 10.5061
Si 6.3913 4.1076 9.4566
Si 7.2855 4.9042 12.3847
O 0.9204 -6.6065 21.9038
O -3.8972 -0.8451 17.339
O 5.2198 -5.8852 22.8584
O -0.9148 -3.7073 11.0131
O -0.1367 4.4071 14.3145
O -0.355 -11.2818 22.8738
O -0.4136 -5.3404 8.9962
O 4.4648 0.9713 21.7426
O 0.5675 0.6583 9.2701
O 3.8274 1.3834 16.3943
O -5.0388 1.4983 18.0193
O 0.3808 -0.1381 16.9637
O 4.9264 0.3521 8.9182
O -0.2399 -5.6011 19.6582
O -0.4888 10.2962 7.2344
O -1.484 1.734 8.0784
O 3.5489 1.1426 19.148
O 5.4221 5.2918 8.88
O 2.0531 1.5781 13.1033
O 6.7774 -1.3069 7.9857
O 8.9236 -2.6147 6.9136
O 5.6662 -2.4798 12.5829
O 8.1256 -2.027 11.7779
O 5.2035 -0.7903 19.7293
O -1.5102 -1.4525 18.4032
O -0.0052 4.8658 11.6177
O 7.4825 -4.4453 12.5531
O 4.5658 1.5868 13.7418
O 3.1507 2.3204 8.7596
O 1.613 -1.4935 15.0659
O -0.1442 -5.4973 16.9188
O 3.1203 -5.1565 17.1781
O -2.721 -3.1594 16.8634
O -1.5341 -7.2122 21.3913
O -4.0783 -7.6869 21.903
O -1.2069 -4.2136 14.8989
O -2.916 -3.1569 9.3367
O 4.1969 -0.7601 14.9244
O 3.8616 -2.8376 10.606
O 0.9998 -2.2886 21.8658
O 3.4799 -5.6107 19.7404
O -4.6425 0.8377 15.4976
O -1.0832 -1.2711 9.9849
O 3.8752 -5.8284 14.7535
O 5.9968 4.4309 13.2708
O 2.8499 -0.7772 20.9209
O 2.4008 -3.2009 19.8135
O -1.0499 -1.6407 15.3743
O -0.992 -4.7328 22.0249
O 0.0268 0.5495 14.4021
O 4.2202 -4.7156 12.377
O 0.3802 -0.044 11.8359
O 3.6348 -3.2288 15.5063
O 1.4057 -6.8522 7.9356
O -2.5649 1.4447 17.1754
O -2.9069 -3.2091 22.9228
O 5.554 2.768 9.7981
O 5.0308 -3.4709 20.1872
O -0.7135 0.9668 19.0888
O 3.0887 -2.3512 13.0747
O -3.6928 -2.513 19.3581
O 1.5772 -6.9688 18.3463
O -2.9231 -8.6321 19.6799
O 17.2356 20.1633 21.8172
O 1.6155 -4.303 10.3547
O -1.0362 -7.5795 18.0795
O 7.6571 -2.5704 14.3599
O 1.5613 -1.6527 10.0426
O 4.1403 -7.4735 18.0137
O -2.3206 4.134 12.8752
O 7.0888 4.6277 10.8058
O 7.5674 3.7098 8.4058
O 3.5753 3.6761 12.4863
O 0.8356 -1.1754 19.3578
O 2.4737 -8.551 22.7625
O -0.3883 2.421 12.5562
O 3.8249 1.3449 11.152
O 3.3266 -4.2481 22.0441
O -2.2761 1.2859 22.0441
O 1.4856 -4.641 15.0748

Results
free energy: -126873.074 eV
free energy less fixed offsets of O -568.88, Si -635.61 eV per atom: -4.594 eV

Forces (eV/angstrom), in the order of the atoms: element, x, y, z
Si 0.0087 -0.0072 -0.0005
Si 0.0084 -0.0116 0.0007
Si -0.0042 0.0083 0.0042
Si -0.0072 0.0075 0.0111
Si -0.0127 0.0109 0.0044
Si -0.0104 0.0085 -0.003
Si 0.0074 -0.0111 0.004
Si 0.0112 -0.01 0.0013
Si 0.0047 -0.0027 0
Si 0.0002 0.0009 0.0029
Si 0.005 -0.0037 -0.0026
Si -0.0029 0.0003 -0.0047
Si -0.0026 0.0027 -0.0042
Si 0.0021 -0.0028 0
Si 0.0016 -0.0006 -0.0002
Si -0.0012 0.0008 0.0002
Si -0.0044 0.0007 0.0041
Si -0.0015 0.0006 -0.0034
Si -0.0003 -0.0013 0.0096
Si -0.0014 -0.0016 0.0056
Si -0.0005 -0.0008 0.0053
Si 0.0016 0.0035 0.0071
Si 0.0006 -0.0005 0.0042
Si 0.003 -0.0006 0.0057
Si -0.0802 -0.1599 0.3545
Si 0.1977 0.2294 -0.0043
Si 0.0477 -0.0904 -0.1803
Si -0.0297 -0.0232 -0.0233
Si 0.1918 0.1693 -0.1462
Si -0.1764 -0.0468 -0.2027
Si -0.0765 -0.2833 0.1332
Si 0.1572 -0.0099 0.2558
Si 0.3233 0.0605 -0.0993
Si -0.1947 -0.1785 0.4313
Si -0.0352 0.0857 -0.6424
Si -0.1007 0.1181 -0.1173
Si 0.0003 0.0357 -0.0184
Si -0.1378 -0.0698 -0.1077
Si 0.0865 0.1306 0.1769
Si -0.1498 0.0648 0.1806
Si 0.003 0.0048 -0.0014
Si -0.0025 0.0034 -0.0027
Si -0.0112 0.0083 -0.0017
Si -0.0034 0.0043 0.0002
Si -0.0006 -0.0029 -0.0018
Si 0.0002 0.006 -0.0097
Si -0.0017 0.0097 -0.0035
Si -0.0028 -0.0007 -0.0141
Si 0.0025 -0.0078 0.0007
Si 0.016 -0.0004 -0.0076
Si -0.0017 -0.0202 0.0064
Si 0.0002 -0.0074 0.002
Si -0.003 0.0025 -0.004
Si 0.0021 -0.0005 0.0017
Si -0.0009 -0.0089 -0.003
Si -0.0064 -0.0117 0.0039
Si 0.0011 -0.005 0.0028
Si -0.0047 -0.0182 0.0285
Si -0.0027 0.0201 -0.01
Si -0.0014 0.0084 -0.0012
Si -0.0052 0.004 -0.0056
Si 0.0029 0.0001 0.0021
Si 0.0076 0.0026 -0.0066
Si 0.0131 -0.0113 0.0078
Si -0.0403 0.033 0.0035
Si -0.0215 0.0378 -0.0185
Si 0.0632 0.0325 -0.0171
Si -0.0136 -0.0344 -0.0155
Si 0.0849 0.0406 -0.0208
Si -0.029 -0.0755 -0.0243
Si -0.0709 -0.0042 -0.0021
Si -0.033 0.0635 0.0018
Si 0.0103 -0.0433 -0.0172
Si 0.0429 -0.0017 -0.0248
Si -0.0547 0.0019 0.0121
Si 0.0015 0.0423 -0.0192
Si 0.0016 0.0161 -0.0015
Si -0.0142 -0.0029 -0.0247
Si 0.0263 -0.0545 -0.0254
Si 0.0535 -0.0376 -0.0181
Si 0.0123 -0.0061 0.0123
Si 0.0382 -0.0287 0.0064
Si -0.0546 0.0872 0.0248
Si -0.0291 -0.0253 0.0032
Si -0.0567 0.0383 0.0165
Si 0.0084 0.0294 0.0086
Si 0.0234 -0.022 0.0187
Si -0.0199 0.0191 -0.0012
Si -0.0409 -0.0187 0.0244
Si -0.0818 -0.0003 0.017
Si -0.0432 -0.1531 -0.0272
Si 0.1012 0.0766 -0.0536
Si 0.0446 -0.0413 0.0091
Si 0.0438 -0.0235 -0.0044
Si -0.03 -0.0309 0.0275
Si 0.0679 0.0625 0.0094
Si -0.0005 -0.0017 -0.0035
Si 0.0001 0.001 -0.0037
Si -0.005 -0.0043 0.0033
Si 0.0004 0.0018 0.0026
Si 0.0001 0.0015 0.0016
Si -0.001 0.0002 -0.0021
Si -0.0018 -0.0014 0.0022
Si -0.0043 0.002 -0.0003
Si -0.0004 -0.0014 -0.0041
Si 0.0006 0.0035 -0.0037
Si 0.0029 0.0052 0.0016
Si -0.0014 0.001 -0.0005
Si 0.0008 -0.002 0.003
Si 0.002 0 0.0014
Si 0.0017 0.0009 0.0025
Si -0.0012 -0.0008 0
Si 0.0005 0.0009 0.0019
Si -0.0001 0.0028 0.003
Si -0.0002 -0.0004 0.0015
Si 0.0002 -0.0002 -0.0012
Si 0.0002 -0.0013 0.0012
Si 0.002 -0.0001 -0.0063
Si -0.0004 0.0008 0.0011
Si 0.0011 -0.0009 0.003
Si -0.0004 0.0009 -0.0005
Si 0.0001 -0.0029 -0.0005
Si -0.0017 -0.0002 -0.0026
Si -0.0007 -0.0021 -0.0027
Si 0.0013 0.0004 -0.005
Si -0.0021 -0.0015 -0.0026
Si 0.0015 0.0053 0.0024
Si 0.0005 0.0018 0.0005
O 0.0029 -0.0017 0.0014
O 0.001 0.001 0.0029
O 0.0004 -0.0017 -0.0018
O 0.0025 -0.0017 0.0017
O 0.0004 0.0007 0.0024
O -0.0044 0.0062 -0.0008
O -0.0017 -0.0002 0.0044
O -0.0005 0.0012 0.0024
O 0.0017 0.0008 -0.0002
O 0.0003 0.0009 0.0027
O 0.0001 -0.001 0.0033
O -0.0015 0.0003 0.0026
O -0.0004 -0.0027 -0.0005
O 0.0011 0.0013 0.0002
O 0.004 0.0115 0.0021
O 0.0018 0.0011 -0.0021
O 0.0005 0.0009 0.0029
O 0.0019 -0.0059 0.0071
O 0.0014 0.0001 -0.0025
O -0.0013 0 0.0053
O 0.0026 0.0047 -0.007
O 0.0002 -0.0014 -0.0003
O -0.002 0.0006 0.0029
O -0.0001 -0.003 0.0049
O -0.0029 -0.0014 0.003
O -0.0008 -0.002 0.0013
O -0.0009 0.0009 -0.0019
O -0.0004 -0.0014 0.001
O -0.0039 0.0075 -0.0183
O -0.0017 0.0007 0.0019
O -0.0002 -0.0019 0.0024
O -0.0003 0.0005 0.0015
O 0.0002 -0.0003 0.002
O -0.0004 -0.0009 0.0037
O -0.0019 0.0018 0.0056
O -0.0007 -0.0002 0.0022
O -0.003 0.001 -0.0036
O 0.0001 0.0003 0.0011
O 0.0004 0.0003 0.0021
O 0.0004 0.0008 0.0029
O 0.0006 -0.0009 0.0037
O 0.0012 0.0007 0.0021
O 0.0016 0.0005 0.0004
O 0.0006 -0.0002 0.0005
O -0.0025 0.0001 -0.0003
O -0.0029 -0.001 -0.0027
O 0.0004 0.0012 0.004
O 0.0008 0.0003 0.0015
O -0.0024 0.0022 0.0057
O -0.0002 0 -0.0001
O -0.0006 -0.0011 0.0014
O 0.0003 0.0029 0.0026
O 0.0006 -0.0017 0.0012
O 0.0039 -0.0026 0.0003
O 0.0006 0.0001 0.0036
O 0.0015 -0.0007 -0.001
O -0.0026 -0.002 -0.0009
O 0.0032 0.0054 0.0045
O -0.002 -0.0001 0.0021
O 0.0012 -0.0003 -0.0003
O -0.004 0 0.006
O 0.0002 -0.0012 0.0035
O -0.0007 -0.0008 0.0012
O -0.0006 -0.0018 -0.0007
O -0.0001 -0.001 0.0011
O 0 -0.0036 0.005
O 0.0007 -0.0008 0.0009
O 0.0001 0.0005 0.002
O 0.0005 -0.0011 0.0045
O -0.0005 -0.0001 -0.0006
O -0.0007 -0.0017 0.0009
O -0.0006 0.0004 0.0005
O 0.0003 -0.001 0.0003
O 0.0014 -0.0018 0.0035
O -0.0056 0.005 -0.0022
O -0.0001 -0.0003 -0.0014
O -0.0011 0.0016 0.0036
O 0.001 -0.0007 0.0004
O 0.0022 -0.0027 0.0046
O 0.0005 -0.001 0.0027

The program warned: the cutoff lies below the one the program advises for these potential files; the exchange-correlation potential is rough where the density is thin.
